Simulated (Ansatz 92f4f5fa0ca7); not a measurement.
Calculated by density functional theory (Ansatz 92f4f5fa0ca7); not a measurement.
Periodic cell of 237 atoms, Si145O90As2, from a study of silicon, its oxide and their interface. The atomic structure is a simulated model.
Doubt: the cutoff is far below the 930 eV that the study's wrapper takes by default for these files, so forces and energies are approximate.
This geometry differs little from another in the collection (a relaxation step or a small displacement).

Settings
functional: PBE
potential files: Ansatz PAW
basis: plane waves
wave-function cutoff: 580 eV
density cutoff ratio: 5
exchange-correlation grid ratio: 1
k mesh: 1 x 1 x 1, Gamma-centred
self-consistency stop: 5e-08 eV per atom in the density residual
occupations: fixed
spin: none
net charge: 0

Cell vectors (angstrom)
a 11.6015 0 0
b 0 10.938 0
c 0 0 32.0622

Atoms: element, x, y, z (angstrom)
Si -0.2221 -0.0542 23.2766
Si 3.652 0.1954 23.1111
Si 7.5316 -0.1224 23.4501
Si 1.6699 1.3762 23.4079
Si 5.7109 1.4108 23.1897
Si 9.4229 1.2423 23.3764
Si 0.1321 5.3126 23.4611
Si 4.0994 5.3115 23.4066
Si 8.0055 5.6232 23.533
Si 2.1284 6.5828 23.3494
Si 5.9382 6.7865 23.4929
Si 9.9868 6.8745 23.5861
Si 1.888 2.67 25.373
Si 5.8164 2.6641 25.2534
Si 9.6131 2.7007 25.271
Si 11.5838 4.0133 25.3923
Si 3.8768 3.9789 25.3262
Si 7.7249 4.107 25.3377
Si 1.955 8.1527 25.1789
Si 5.7629 8.1771 25.3795
Si 9.6956 8.2679 25.4235
Si 11.6235 9.5658 25.2596
Si 3.8503 9.5888 25.0761
Si 7.6773 9.5293 25.4092
Si 11.639 -0.0075 27.2055
Si 3.8891 -0.0512 27.1196
Si 7.7485 -0.009 27.2868
Si 1.974 1.3164 27.2705
Si 5.8163 1.3263 27.2036
Si 9.6852 1.3376 27.2111
Si 11.5835 5.4765 27.2425
Si 3.8347 5.4266 27.2182
Si 7.7011 5.4661 27.2662
Si 1.9277 6.8331 27.1744
Si 5.7486 6.8014 27.2807
Si 9.6439 6.82 27.2794
Si 1.9396 2.7213 29.1713
Si 5.7864 2.7139 29.1412
Si 9.6749 2.7268 29.1467
Si 0.0077 4.097 29.1651
Si 3.8587 4.0895 29.1676
Si 7.7245 4.079 29.1741
Si 1.9389 8.1903 29.1348
Si 5.7811 8.1983 29.1793
Si 9.667 8.2071 29.1858
Si 0.0049 9.5632 29.1494
Si 3.8651 9.5775 29.1209
Si 7.7255 9.5478 29.191
Si 0 0 31.0965
Si 3.8672 0 31.0965
Si 7.7343 0 31.0965
Si 1.9336 1.3673 31.0965
Si 5.8008 1.3673 31.0965
Si 9.6679 1.3673 31.0965
Si 0 5.469 31.0965
Si 3.8672 5.469 31.0965
Si 7.7343 5.469 31.0965
Si 1.9336 6.8362 31.0965
Si 5.8008 6.8362 31.0965
Si 9.6679 6.8362 31.0965
Si 1.9336 2.7345 0.9679
Si 5.8008 2.7345 0.9679
Si 9.6679 2.7345 0.9679
Si 0 4.1018 0.9679
Si 3.8672 4.1018 0.9679
Si 7.7343 4.1018 0.9679
Si 1.9336 8.2035 0.9679
Si 5.8008 8.2035 0.9679
Si 9.6679 8.2035 0.9679
Si 0 9.5708 0.9679
Si 3.8672 9.5708 0.9679
Si 7.7343 9.5708 0.9679
Si 11.6229 0.0184 2.9143
Si 3.8187 0.0692 2.8115
Si 7.7594 0.0087 2.9047
Si 1.9093 1.4461 2.9455
Si 5.8172 1.3357 2.842
Si 9.6718 1.3755 2.9228
Si 11.5851 5.4438 2.9241
Si 3.8645 5.4581 2.9227
Si 7.7701 5.5139 2.8816
Si 1.9143 6.8016 2.8718
Si 5.8203 6.8089 2.8762
Si 9.6971 6.8848 2.9541
Si 1.9065 2.5256 5.0713
Si 5.8116 2.8886 4.6084
Si 9.6192 2.8017 4.8297
Si 11.6315 4.0344 4.8352
Si 3.7819 4.035 4.8347
Si 7.7548 4.243 4.8715
Si 1.9101 8.1467 4.8063
Si 5.8098 8.2254 4.7501
Si 9.6883 8.2882 4.926
Si 11.6547 9.647 4.901
Si 3.8486 9.4849 4.5578
Si 7.7364 9.6232 4.8765
Si 11.655 0.1324 6.8679
As 4.1214 -0.4319 6.6197
Si 7.8208 -0.0047 6.9073
Si 2.2541 0.8574 7.4388
As 5.8269 1.2967 6.3929
Si 9.7456 1.5521 6.8373
Si 11.5198 5.4686 6.7167
Si 3.9718 5.406 6.7785
Si 7.6994 5.6703 6.8322
Si 1.9663 6.6392 6.6706
Si 5.7669 6.9901 6.7542
Si 9.7145 6.9913 6.9357
O 9.8328 7.8614 8.3823
O 7.4228 10.0625 8.2687
O 7.4051 4.7103 8.1659
O 2.3723 10.8554 8.9995
O 2.0404 7.5561 8.0359
O 4.0859 4.5482 8.2237
O 9.7799 2.4834 8.2179
O 2.7389 2.3104 8.0867
O 11.4058 4.5994 8.1303
O 5.4831 2.3037 7.8243
O 5.7675 7.9455 8.1227
O 10.9042 10.2434 8.1111
O 11.2119 10.1068 21.7965
O 3.2137 10.6869 21.5395
O 5.714 7.8179 22.1996
O 4.2123 4.4671 21.9594
O 7.6539 9.6997 22.1899
O 10.3058 7.672 22.165
O 1.608 2.3921 22.0943
O 5.9186 2.4407 21.8777
O 8.4069 4.7106 22.2015
O -0.107 4.4234 22.0564
O 2.3002 7.3319 21.8851
O 9.1201 1.9037 21.8813
Si 1.8317 7.8146 9.6074
Si 4.9942 0.6263 17.7014
Si 2.3902 5.4729 14.07
Si 10.4686 3.8855 13.9969
Si 8.2061 2.4296 15.2946
Si 9.5329 2.2411 20.3482
Si 10.5103 3.6631 9.1083
Si 0.0436 2.2743 11.5869
Si 10.8836 8.084 15.4562
Si 5.1024 6.9688 14.0382
Si 5.7227 2.6687 11.1806
Si 8.5405 7.6591 19.3973
Si 8.0949 4.8396 20.6127
Si 5.8483 9.6215 15.2164
Si 2.0689 7.651 20.3116
Si 1.856 4.8978 18.7715
Si 4.4451 3.4797 18.036
Si 8.4129 8.9497 16.8381
Si 0.7256 9.4846 13.4157
Si 9.8545 10.6198 11.792
Si 5.322 3.7127 21.0196
Si 0.4507 5.496 16.2826
Si 10.6081 9.0776 9.1925
Si 6.5313 8.9047 21.3041
Si 7.0048 7.2287 11.4719
Si 2.6131 0.7411 12.4957
Si 10.8515 8.7022 21.032
Si 6.0014 4.4172 15.706
Si 7.0207 0.53 13.0339
Si 4.1582 2.9448 8.5697
Si 0.8153 6.8323 11.9254
Si 6.2789 9.1645 9.0865
Si 0.6455 3.2867 21.1435
Si 9.6913 6.57 12.8828
Si 7.7089 4.6169 9.7671
Si 3.9612 10.0723 20.2114
Si 4.1628 3.1016 13.6328
Si 3.5086 10.1697 9.9593
Si 8.0132 0.8165 18.0515
O 11.4439 3.2339 12.8787
O 9.3348 4.4888 9.907
O 8.7883 3.5959 19.8516
O 3.9978 -0.0259 18.8205
O 11.2228 4.5297 15.2828
O 9.7437 9.7043 10.4324
O 3.6743 1.569 13.4187
O 0.5719 8.9225 14.9357
O 6.4317 1.0445 18.3854
O 4.6825 3.1855 19.6268
O 6.2254 1.2358 11.7892
O 0.4327 8.6247 9.8067
O 5.6127 4.3769 17.3011
O 8.3665 7.3066 12.3421
O 4.4547 2.6049 10.1384
O 1.9339 5.7059 15.6148
O 3.4936 -0.0927 11.4356
O 5.8145 7.1868 12.5828
O 2.2012 6.3872 19.3118
O 0.5641 4.8667 17.7771
O 8.3718 10.7725 12.4436
O 5.0878 10.204 9.4823
O 0.5706 8.2568 20.1957
O 9.6495 2.6304 14.6089
O 1.7914 10.6941 13.4925
O 9.8636 9.1295 16.1435
O 6.0826 10.3638 13.7799
O 7.3214 1.6165 14.2067
O 1.6174 3.9561 20.0539
O 5.8861 5.8875 15.002
O 7.2611 8.9579 15.7028
O 1.5413 1.6624 11.6885
O 6.8713 8.5127 10.4659
O 4.2808 2.0318 17.2879
O 7.0084 3.3047 10.4169
O 11.3408 6.9425 16.512
O 8.1789 10.1698 17.8502
O 3.1455 8.5833 10.1483
O 7.5365 3.8915 15.5676
O 3.0834 4.3313 17.8885
O 2.787 3.9402 13.7523
O 1.2919 8.305 12.4505
O 1.1276 5.7668 13.0986
O 4.8855 8.3553 14.8746
O 11.1562 2.387 20.3251
O 10.8536 9.9425 12.8826
O 5.1501 3.5842 12.4113
O 5.0085 3.3407 14.9895
O 6.4641 4.7899 20.5357
O 8.4001 1.6249 16.6928
O 10.4613 1.1566 11.4595
O 10.8069 6.7342 11.6989
O 3.2308 8.6767 19.8306
O 1.625 6.4831 10.5469
O 7.132 8.1497 20.0196
O 8.4048 7.6042 17.7694
O 3.6152 6.443 13.6907
O 9.4901 4.9928 13.2746
O 5.504 9.995 20.7109
O 10.1449 7.3537 14.2165
O 8.7719 6.1482 19.9395
O 7.0791 5.8966 10.5389
O 5.2181 10.5892 16.3903
O 9.0172 1.1317 19.287
O 11.5717 3.1096 10.1954
O 9.699 8.7093 19.8776

Results
free energy: -153071.715 eV
free energy less fixed offsets of As -4856.12, O -568.88, Si -635.61 eV per atom: 3.175 eV

Forces (eV/angstrom), in the order of the atoms: element, x, y, z
Si -0.0053 0.0045 0.0017
Si -0.0023 0.0015 -0.0054
Si -0.0051 -0.0014 -0.0009
Si 0.0031 -0.0019 -0.004
Si 0.0031 0.003 0.0016
Si 0.0024 0.0036 -0.0111
Si -0.0006 -0.0024 -0.0039
Si 0.0064 -0.0056 -0.0014
Si -0.0006 -0.0035 0.001
Si 0 0.0025 -0.0003
Si -0.0024 0.0009 0.0048
Si -0.0046 0.0035 -0.0012
Si -0.0003 0.0027 0.0034
Si 0.0002 0.0027 -0.0013
Si -0.0036 0.0001 -0.0012
Si -0.002 -0.0003 0.0025
Si -0.0021 0.0012 0.0004
Si -0.0025 0.0011 0.002
Si 0.0044 0.001 0.003
Si 0.0002 0.0011 0.0012
Si 0.0032 0.001 0.0035
Si 0.0022 -0.0027 0.0015
Si 0.0025 -0.001 -0.0014
Si 0.0023 -0.0016 0.0008
Si -0.0013 0.0008 0.0006
Si -0.0002 -0.0015 -0.0004
Si 0.0006 -0.0001 -0.0009
Si -0.0007 -0.0028 0.0016
Si -0.0018 0.0006 0.0015
Si -0.0008 0.0023 0.0007
Si 0.0005 0 0.0013
Si -0.002 -0.0014 0.0017
Si -0.0009 -0.0008 0.0004
Si -0.0014 -0.0003 -0.0012
Si 0.0017 0.0012 -0.0001
Si -0.0007 -0.0016 -0.0012
Si -0.0002 0.0042 0.0037
Si 0.0003 0.0007 0.0017
Si 0.0002 -0.0015 -0.0002
Si 0.0009 -0.0008 0.0017
Si 0.002 0.0015 0.0011
Si -0.0006 0.0008 -0.0019
Si 0.0014 -0.0008 -0.0014
Si -0.0012 -0.0018 0.0003
Si 0.001 0.0004 -0.0006
Si -0.0002 -0.0002 -0.0008
Si -0.0009 0.0007 -0.0011
Si 0.0001 0.0003 0.0022
Si 0.0488 0.0158 -0.0834
Si -0.0368 -0.0651 -0.2864
Si -0.032 0.0822 0.0992
Si -0.0176 -0.0615 0.1004
Si -0.0084 -0.0344 -0.1161
Si 0.0176 -0.0764 -0.0574
Si -0.0058 0.0131 0.0471
Si 0.0377 0.0297 0.0101
Si -0.0115 -0.0158 0.0126
Si 0.0191 -0.0029 -0.1477
Si -0.0453 -0.0563 0.0876
Si 0.0313 -0.1455 0.1284
Si -0.0601 0.0399 0.051
Si 0.0159 0.1331 -0.2807
Si 0.0166 -0.0055 0.0564
Si -0.0422 0.0439 0.0005
Si -0.0402 -0.0066 0.0871
Si 0.1222 0.0148 0.0862
Si -0.027 0.0123 -0.0299
Si -0.014 0.0158 0.0099
Si 0.0497 0.0597 0.1839
Si -0.0561 0.063 0.1075
Si -0.0094 -0.0504 -0.3813
Si 0.0431 -0.0592 0.0891
Si -0.0015 -0.0055 0.0037
Si 0.0091 0.05 -0.0196
Si -0.0107 -0.014 0.0215
Si -0.0216 0.0131 0.0455
Si 0.0203 0.0028 -0.0157
Si 0.0223 0.0266 -0.0054
Si 0.029 0.0103 -0.0056
Si -0.0313 -0.0118 -0.0111
Si 0.0197 -0.0167 0.0125
Si 0.0209 0.0003 -0.0099
Si -0.0039 -0.0139 -0.0181
Si -0.017 0.0021 0.0151
Si -0.0453 -0.0263 -0.0396
Si 0.0399 0.0274 0.0155
Si -0.0161 -0.0437 0.0256
Si 0.0111 -0.0248 0.0012
Si -0.0528 -0.0229 0.0574
Si -0.0379 -0.0096 -0.0136
Si 0.0111 0.0172 0.0049
Si 0.0393 0.0016 0.0243
Si 0.0508 -0.0139 0.0094
Si 0.0186 0.0215 -0.0086
Si -0.0872 -0.0563 -0.1262
Si 0.0022 0.0067 -0.0099
Si -0.2725 -0.0749 -0.0407
As -0.2024 0.0414 0.4303
Si 0.0149 -0.0274 0.0419
Si 0.1369 -0.7246 1.195
As 0.0698 0.0995 -0.079
Si 0.1016 -0.0026 0.0438
Si -0.0172 0.0268 -0.0132
Si -0.0388 0.0007 -0.0776
Si -0.0034 0.0049 0.0087
Si 0.0401 -0.101 -0.099
Si -0.0049 -0.0082 0.0062
Si -0.0169 -0.0265 -0.0073
O -0.0117 -0.0074 0.0083
O 0.0028 0.0117 -0.0221
O -0.008 -0.0082 -0.0132
O 0.4717 0.4017 -1.092
O 0.0022 0.1133 0.0862
O 0.0043 -0.0855 0.0552
O -0.0049 -0.0016 -0.0149
O 0.0391 0.0201 -0.1381
O 0.0213 0.0065 -0.0027
O -0.0381 -0.0274 -0.0033
O -0.0066 0.0068 0.0111
O 0.0325 0.0878 -0.1552
O 0.0037 0.0136 0.0087
O -0.0017 0.0044 0.0161
O -0.0118 -0.0081 0.0132
O -0.0071 0.0051 0.0101
O 0.0044 0.0034 0.0055
O -0.0046 -0.0194 0.0215
O 0.0092 -0.0128 0.0135
O 0.0006 -0.0051 0.0108
O 0 0.0023 0.0157
O -0.0125 0.014 0.0135
O 0.0031 -0.0111 0.0374
O 0.0004 -0.0081 0.0173
Si -0.0882 -0.1188 0.0226
Si 0.0082 -0.004 -0.0185
Si 0.0011 -0.0045 0.0137
Si -0.0144 -0.0026 0.0007
Si -0.0183 0.0082 0.0018
Si 0.002 0 -0.0237
Si -0.0281 0.0046 0.0183
Si -0.0251 0.0037 0.0197
Si 0.004 -0.0023 -0.0013
Si 0.0092 -0.0002 0.0208
Si 0.0272 -0.0014 0.0458
Si 0.0083 0.0047 -0.0217
Si 0.0027 0.0022 -0.0235
Si 0.0033 -0.0058 0.0024
Si 0.0027 -0.006 -0.0241
Si -0.0031 -0.0045 -0.0283
Si 0.0038 0.0056 -0.0169
Si -0.0025 0.0069 -0.0128
Si -0.0235 -0.0152 0.025
Si -0.0082 0.0251 0.0104
Si 0.0007 -0.0035 -0.0128
Si 0.0018 0.0055 -0.0095
Si -0.0581 -0.0021 0.0203
Si 0.0036 0.0031 -0.0156
Si 0.0042 0.0154 0.0193
Si -0.0006 0.056 0.0721
Si -0.0107 0.0056 -0.0201
Si 0.013 0.01 -0.0003
Si 0.0047 0.0056 0.0113
Si 0.1231 0.1134 0.0252
Si -0.0212 -0.0195 0.0413
Si 0.0381 -0.0518 -0.0146
Si -0.0085 -0.0102 -0.0184
Si -0.011 -0.0053 -0.0004
Si 0.0125 0.0098 0.011
Si 0.0015 0.0006 -0.0239
Si 0.0018 0.0162 0.0159
Si -0.0252 0.0565 0.1603
Si -0.0024 0.004 -0.0188
O -0.0095 0.0151 0.0064
O 0.0132 0.0007 -0.0047
O -0.0011 0.0007 0.0085
O -0.0059 -0.0058 0.0148
O 0.0024 -0.0001 -0.0026
O 0.0067 -0.0225 -0.0441
O -0.0202 -0.0236 0.0034
O 0.0043 0.0061 0.0014
O -0.0038 0.0058 0.0085
O -0.0014 -0.0053 0.003
O -0.0042 0.0084 -0.0216
O 0.0019 0.0212 -0.0071
O -0.0025 -0.0026 0.0086
O 0.0012 0.008 -0.021
O -0.0306 0.0027 -0.0587
O -0.0066 -0.0046 0.003
O 0.0083 -0.066 -0.1266
O -0.0167 -0.0036 0.0037
O 0.0012 -0.0049 0.0006
O 0.0038 -0.0036 0.0075
O -0.0045 -0.0006 -0.0007
O -0.2253 0.0817 -0.0602
O -0.0132 0.0148 -0.0101
O 0.0368 0.0156 -0.026
O 0.0015 0.0127 0.0257
O 0.0039 0.0039 0.0089
O -0.0063 -0.0055 -0.0005
O -0.0125 0.0026 -0.0011
O 0.0068 0.001 0.0074
O -0.0019 0.0036 0.0022
O -0.002 0.001 0.0008
O 0.037 -0.0027 0.0089
O -0.0621 0.0593 -0.0218
O -0.0042 0.0027 0.0067
O 0.0085 0.0134 0.0093
O 0.0022 -0.0037 -0.0043
O 0.0008 -0.0042 0.011
O -0.0069 0.175 -0.0636
O -0.01 0.005 0.0083
O 0.0029 -0.0019 0.01
O -0.009 0.0054 -0.0033
O 0.0109 0.0018 -0.0256
O 0.0006 0.0094 -0.0103
O 0.0011 0.0001 0.0013
O -0.0013 0.0019 0.0076
O 0.0199 -0.0119 0.0096
O 0.0094 -0.0002 -0.012
O -0.0023 -0.0018 0.0133
O 0.0069 0.0099 0.009
O 0.0069 -0.0184 0.0302
O 0.0093 -0.0039 -0.0123
O 0.0175 0.0044 -0.0237
O 0.0242 0.0188 0.007
O 0.0338 0.0081 -0.0139
O -0.0098 0.001 0.0111
O -0.0007 -0.0041 0.0111
O 0.0004 0.0075 -0.007
O -0.0007 -0.0066 -0.0006
O 0.002 0.0058 0.0072
O -0.0078 0.0069 0.0097
O 0.0011 -0.0168 0.0156
O -0.0025 -0.0012 -0.0174
O -0.0003 0.0072 0.0113
O 0.0058 0.0029 0.0098
O 0.0101 -0.0041 -0.0104
O -0.0043 0.0011 0.0071

The program warned: the cutoff lies below the one the program advises for these potential files; the forces do not sum to zero within the program's tolerance; the exchange-correlation potential is rough where the density is thin.
